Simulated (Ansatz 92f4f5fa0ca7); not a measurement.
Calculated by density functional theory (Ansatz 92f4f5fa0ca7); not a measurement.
Periodic cell of 212 atoms, Si132O80, from a study of silicon, its oxide and their interface. The atomic structure is a simulated model.
Doubt: the cutoff is far below the 930 eV that the study's wrapper takes by default for these files, so forces and energies are approximate.
This geometry differs little from another in the collection (a relaxation step or a small displacement).

Settings: functional PBE; potential files Ansatz PAW; basis plane waves; wave-function cutoff 580 eV; density cutoff ratio 5; exchange-correlation grid ratio 1; k mesh 1 x 1 x 1, Gamma-centred; self-consistency stop 5e-08 eV per atom in the density residual; occupations fixed; spin none; net charge 0.

Cell vectors (angstrom)
a	10.938	0	0
b	0	10.938	0
c	0	0	31.088

Atoms: element, x, y, z (angstrom)
Si	0.4369	10.4867	23.7048
Si	4.9808	0.4878	23.8753
Si	3.2964	2.1753	23.6283
Si	7.7249	3.1349	23.7554
Si	10.4815	5.8717	23.5949
Si	5.992	4.814	23.5598
Si	2.0663	8.7595	23.8772
Si	8.7827	7.6109	23.4853
Si	1.4095	1.3594	24.876
Si	6.7707	1.428	25.0879
Si	4.154	4.0285	24.859
Si	9.5141	4.1539	24.927
Si	1.2447	6.8353	24.9866
Si	6.8921	6.7436	24.7333
Si	4.0194	9.5885	24.9847
Si	9.5614	9.4746	24.8281
Si	2.7042	0.027	26.3665
Si	8.2108	-0.0361	26.2458
Si	0.0011	2.75	26.2322
Si	5.4263	2.7823	26.4027
Si	2.7434	5.453	26.2202
Si	8.175	5.4977	26.3183
Si	-0.0515	8.2153	26.3582
Si	5.4938	8.154	26.1942
Si	4.1018	1.3673	27.6697
Si	9.5708	1.3673	27.6697
Si	1.3673	4.1018	27.6697
Si	6.8362	4.1018	27.6697
Si	4.1018	6.8362	27.6697
Si	9.5708	6.8362	27.6697
Si	1.3673	9.5708	27.6697
Si	6.8362	9.5708	27.6697
Si	0	0	29.037
Si	5.469	0	29.037
Si	2.7345	2.7345	29.037
Si	8.2035	2.7345	29.037
Si	0	5.469	29.037
Si	5.469	5.469	29.037
Si	2.7345	8.2035	29.037
Si	8.2035	8.2035	29.037
Si	1.3673	1.3673	30.4042
Si	6.8362	1.3673	30.4042
Si	4.1018	4.1018	30.4042
Si	9.5708	4.1018	30.4042
Si	1.3673	6.8362	30.4042
Si	6.8362	6.8362	30.4042
Si	4.1018	9.5708	30.4042
Si	9.5708	9.5708	30.4042
Si	2.7345	0	0.6835
Si	8.2035	0	0.6835
Si	0	2.7345	0.6835
Si	5.469	2.7345	0.6835
Si	2.7345	5.469	0.6835
Si	8.2035	5.469	0.6835
Si	0	8.2035	0.6835
Si	5.469	8.2035	0.6835
Si	4.1018	1.3673	2.0507
Si	9.5708	1.3673	2.0507
Si	1.3673	4.1018	2.0507
Si	6.8362	4.1018	2.0507
Si	4.1018	6.8362	2.0507
Si	9.5708	6.8362	2.0507
Si	1.3673	9.5708	2.0507
Si	6.8362	9.5708	2.0507
Si	0	0	3.418
Si	5.469	0	3.418
Si	2.7345	2.7345	3.418
Si	8.2035	2.7345	3.418
Si	0	5.469	3.418
Si	5.469	5.469	3.418
Si	2.7345	8.2035	3.418
Si	8.2035	8.2035	3.418
Si	1.4154	1.3382	4.7233
Si	6.8384	1.3445	4.8771
Si	4.1044	4.1107	4.6921
Si	9.5621	4.1226	4.8238
Si	1.3772	6.8565	4.8628
Si	6.8501	6.8492	4.749
Si	4.1365	9.559	4.9178
Si	9.5581	9.5609	4.7702
Si	2.7498	0.0933	6.2517
Si	8.2597	-0.0527	6.2599
Si	0.0642	2.7103	6.0625
Si	5.3854	2.778	6.1239
Si	2.8731	5.4878	6.1247
Si	8.2112	5.561	6.1714
Si	-0.0713	8.2149	6.2276
Si	5.5874	8.1407	6.273
Si	3.5279	2.062	7.4548
Si	10.206	0.8771	7.325
Si	1.8309	3.7169	7.2366
Si	6.4523	4.4909	7.3128
Si	4.7593	6.2295	7.4724
Si	9.0913	7.3109	7.5838
Si	0.8569	10.0816	7.3277
Si	7.3713	9.0851	7.578
O	6.7704	9.6734	9.0582
O	1.0077	9.7404	8.958
O	9.617	6.7036	9.0842
O	7.131	3.6273	8.5869
O	1.2212	4.4081	8.6296
O	3.8973	2.0377	9.1083
O	10.252	1.3181	8.9435
O	4.4579	6.5728	9.0835
O	5.7675	10.9079	22.5129
O	5.4516	4.9195	21.9536
O	8.3565	2.4027	22.3879
O	0.0991	5.1718	22.1498
O	0.0386	10.8065	22.1035
O	8.5062	8.066	21.8631
O	2.165	8.1798	22.3538
O	3.0877	2.535	22.0003
Si	0.7289	6.705	14.6335
Si	6.6444	2.8822	14.6595
Si	8.9912	0.1749	15.4349
Si	1.4204	4.6546	10.2203
Si	2.4185	2.6507	20.5207
Si	4.6932	5.9985	17.8597
Si	4.1625	9.3748	14.6647
Si	7.5353	3.5612	10.1534
Si	3.1207	1.9263	10.55
Si	7.4946	8.1746	20.5919
Si	9.0632	8.1504	15.291
Si	1.5398	9.4562	13.1464
Si	1.1251	3.7807	14.5093
Si	6.0095	10.9598	20.9226
Si	8.2442	2.1145	20.7962
Si	7.581	7.0783	17.8878
Si	4.184	4.698	14.9951
Si	0.6343	5.2308	20.6073
Si	8.9952	4.4146	18.8911
Si	7.8371	7.6589	12.4586
Si	5.083	6.9891	13.1315
Si	2.4633	7.7312	16.8449
Si	0.0056	0.5121	20.6121
Si	10.8127	1.0954	13.2267
Si	9.5105	5.9324	10.524
Si	9.5171	2.9421	16.1467
Si	2.0007	9.8095	10.2324
Si	1.7018	9.7305	18.8137
Si	9.5687	1.139	10.3996
Si	2.4622	7.6336	20.8766
Si	5.8211	1.8313	11.8391
Si	7.2249	10.1391	10.5559
Si	4.0068	0.7507	18.8254
Si	3.5327	7.0919	10.3115
Si	5.8862	0.5577	16.2341
Si	5.1642	5.9524	20.7363
O	6.8581	1.3313	20.4521
O	3.125	8.6461	9.9602
O	8.0884	7.6543	16.4736
O	8.0618	5.5758	18.2634
O	2.3303	5.9879	10.509
O	8.2052	3.5519	20.0236
O	5.2253	0.5647	17.7363
O	8.1541	8.0224	19.0968
O	-0.0017	3.6577	15.7134
O	7.1874	8.8385	11.5354
O	8.7646	10.6675	10.4763
O	0.7248	2.4662	13.6015
O	9.6604	9.6363	15.6405
O	1.7051	6.6087	15.9425
O	4.1086	6.0453	14.0631
O	8.5733	2.3939	10.5583
O	5.9335	2.1388	15.915
O	0.8405	5.2719	13.8456
O	6.2089	3.2019	11.0255
O	3.1049	9.7573	13.4858
O	6.5327	1.9269	13.322
O	1.2116	9.3283	11.5673
O	6.4143	6.9778	20.7159
O	10.6495	1.1706	11.6108
O	0.3211	10.3187	19.4572
O	3.8374	6.816	21.0265
O	9.7106	1.322	16.3474
O	4.1815	1.8788	11.8101
O	1.1441	1.6497	20.4601
O	8.2058	3.25	15.1324
O	4.9436	5.208	19.2787
O	4.897	10.7029	15.2202
O	8.3085	8.3219	13.8655
O	5.9594	7.0218	17.6824
O	3.4232	8.6486	15.9128
O	0.7477	10.7497	13.7234
O	10.3563	5.0121	19.5431
O	9.4951	1.1871	20.3196
O	9.1543	6.9935	11.7392
O	9.3285	0.7877	13.9144
O	2.6892	-0.031	18.2487
O	1.367	8.6944	17.5901
O	2.5753	8.9406	19.9295
O	1.8322	4.1566	20.3198
O	6.64	6.5644	12.7906
O	4.5645	10.9876	20.1841
O	2.444	0.4265	10.4937
O	10.1593	6.9598	15.1655
O	8.2025	4.9692	10.57
O	5.5922	4.0966	14.3944
O	2.1134	3.2388	10.7918
O	7.4162	10.9444	15.9272
O	9.2811	3.4395	17.6515
O	1.1355	8.0119	13.7676
O	4.4732	5.0052	16.5824
O	4.3312	7.1615	11.7143
O	3.4757	2.2477	19.303
O	3.3552	6.9386	17.9557
O	6.2843	0.4187	11.1321
O	1.2485	6.7105	20.3134
O	10.8672	5.041	10.8163
O	2.76	3.825	14.8769
O	6.8122	9.6259	20.5371
O	5.2493	8.3847	13.9736

Results
free energy: -129411.168 eV
free energy less fixed offsets of O -568.88, Si -635.61 eV per atom: -0.248 eV

Forces (eV/angstrom), in the order of the atoms: element, x, y, z
Si	-0.4079	0.3804	-0.3255
Si	0.5321	-0.3678	0.097
Si	-0.3933	0.3977	-0.3961
Si	0.4379	-0.4999	-0.0268
Si	0.4889	-0.5524	-0.19
Si	-0.4945	0.3236	-0.3548
Si	0.4347	-0.5421	0.1106
Si	-0.4645	0.5578	-0.5279
Si	0.0264	-0.0276	-0.0333
Si	-0.1072	0.0463	-0.0728
Si	-0.0099	0.0502	0.0831
Si	-0.0497	0.0218	-0.0287
Si	0.0622	0.1533	-0.0327
Si	-0.0053	-0.0266	-0.0474
Si	-0.1123	0.0005	-0.1965
Si	0.0211	0.0003	0.163
Si	0.0267	0.0097	-0.0464
Si	0.0319	-0.013	0.0229
Si	-0.0099	-0.0031	-0.0022
Si	0.0366	-0.0271	0.0494
Si	-0.0134	-0.0218	0.0624
Si	0.0472	-0.0246	0.0115
Si	-0.0608	0.0025	0.0267
Si	0.0482	0.0729	0.0282
Si	-0.1889	0.0638	0.6451
Si	0.1282	-0.135	-0.5879
Si	0.1116	-0.0316	-0.5049
Si	-0.0129	0.3652	0.4844
Si	0.118	-0.1548	-0.6603
Si	-0.3679	0.0565	0.4669
Si	-0.2378	0.0123	0.3602
Si	-0.0311	-0.2957	-0.5615
Si	0.0431	-0.0425	0.0418
Si	-0.0839	0.008	-0.036
Si	0.0001	-0.0894	0.054
Si	-0.0487	0.0421	-0.0509
Si	-0.0298	0.0161	-0.0435
Si	0.1098	-0.0294	0.0611
Si	-0.0272	0.0644	-0.0536
Si	-0.0064	-0.1145	0.0667
Si	-0.0256	0.0481	0.0104
Si	0.0489	-0.0108	-0.0304
Si	-0.0371	0.0356	-0.008
Si	0.0554	-0.0466	-0.0323
Si	0.0134	-0.0315	-0.0304
Si	-0.0871	0.0837	0.0223
Si	0.039	-0.0284	-0.0115
Si	-0.034	0.0563	-0.0041
Si	0.0124	-0.0199	-0.0037
Si	-0.032	0.0032	0.0344
Si	-0.0192	0.0289	0.0215
Si	0.0242	-0.047	-0.0047
Si	-0.031	0.0089	0.0319
Si	0.0291	-0.0585	-0.0068
Si	0.0457	-0.0292	-0.0067
Si	-0.0261	0.032	0.0294
Si	-0.0257	0.0798	0.0039
Si	0.0376	0.0069	0.034
Si	-0.0001	-0.0616	-0.0161
Si	-0.0283	0.0473	-0.0179
Si	0.0673	-0.0069	0.0146
Si	0.0153	0.0669	0.0043
Si	-0.0332	0.0423	-0.0027
Si	0.0079	-0.0253	-0.0087
Si	0.0216	-0.2224	-0.189
Si	0.0793	-0.1734	0.6834
Si	0.0115	-0.0042	-0.6612
Si	-0.1507	-0.0398	0.5881
Si	0.1823	0.0901	0.4637
Si	0.2443	0.1539	-0.4851
Si	0.0756	0.2276	0.731
Si	-0.0213	0.1231	-0.3976
Si	-0.0275	0.0276	-0.0247
Si	-0.0251	-0.0341	-0.0441
Si	0.0024	-0.0347	-0.0603
Si	0.0436	0.0086	-0.0119
Si	-0.0952	-0.0485	-0.0346
Si	-0.0338	-0.0317	-0.0499
Si	0.026	0.0379	-0.0667
Si	0.042	0.0102	-0.0193
Si	-0.0339	-0.0726	0.0972
Si	0.076	0.0256	0.0593
Si	0.0069	-0.0695	0.0245
Si	0.0101	0.0069	-0.0081
Si	0.0734	-0.022	0.0859
Si	-0.0924	0.0203	0.0511
Si	0.0302	0.0532	-0.0768
Si	-0.0263	-0.0249	0.0307
Si	0.4641	-0.368	0.3058
Si	-0.3666	0.4978	0.152
Si	-0.5165	0.5412	-0.0102
Si	0.4051	-0.5103	-0.04
Si	-0.4072	0.4652	0.2688
Si	0.4768	-0.5542	0.3725
Si	0.418	-0.4163	0.1655
Si	-0.5235	0.5079	0.2646
O	0.0947	-0.3019	-0.5488
O	-0.1541	0.0992	-0.3255
O	-0.1813	0.3518	-0.484
O	-0.1708	0.1692	-0.15
O	0.0804	-0.1762	-0.1825
O	-0.0215	0.1543	-0.4941
O	0.1491	-0.1223	-0.2948
O	0.2536	-0.1905	-0.3891
O	-0.1745	0.0629	0.0555
O	0.198	-0.2458	0.4814
O	-0.1067	0.2337	0.249
O	-0.2793	0.2044	0.4879
O	0.1318	-0.2074	0.3913
O	0.3286	-0.2268	0.5971
O	-0.1027	0.1314	-0.0817
O	0.2387	-0.109	0.4334
Si	0.0133	0.0784	0.1027
Si	0.0475	0.0388	0.0673
Si	0.013	0.003	0.0887
Si	0.1444	-0.1006	0.1169
Si	-0.0558	-0.242	-0.2731
Si	0.0552	0.1491	-0.2043
Si	-0.0392	-0.0628	0.0711
Si	-0.1152	0.0331	0.2758
Si	-0.0785	-0.0708	0.2524
Si	-0.0224	-0.0668	-0.2717
Si	-0.0321	-0.1029	-0.0232
Si	0.0686	-0.0179	0.2305
Si	-0.0629	-0.0249	0.0988
Si	-0.1406	0.0714	-0.2403
Si	-0.13	0.1073	-0.2653
Si	0.0007	-0.1371	0.003
Si	-0.055	0.0776	0.1134
Si	-0.0485	0.1571	-0.378
Si	-0.0651	0.0546	-0.0975
Si	-0.1089	-0.0829	0.148
Si	0.1992	0.025	0.1332
Si	-0.055	0.0663	-0.0303
Si	0.2106	-0.0789	-0.2812
Si	0.037	-0.094	0.1827
Si	-0.1231	0.064	0.3265
Si	-0.003	0.0729	0.0015
Si	-0.0931	0.0464	0.0937
Si	0.0238	0.0453	-0.1433
Si	-0.0109	-0.089	-0.0002
Si	-0.0498	0.2515	-0.1783
Si	0.0828	0.0018	0.0206
Si	0.066	0.0741	0.3894
Si	-0.0828	-0.1299	-0.103
Si	-0.1173	-0.0408	0.18
Si	-0.1062	0.008	0.0071
Si	0.0557	0.0329	-0.1793
O	0.0107	0.0528	0.1051
O	0.1192	-0.0012	-0.0603
O	-0.0131	0.0306	0.024
O	0.0153	-0.0478	0.0245
O	0.0287	0.0489	-0.0784
O	-0.0424	-0.0638	0.0839
O	0.0593	0.0206	0.0361
O	-0.0029	0.0544	0.1884
O	0.0373	-0.0476	-0.0485
O	-0.0246	0.1075	-0.1463
O	0.0693	-0.0413	-0.0565
O	-0.0251	0.0209	-0.0301
O	0.0005	0.0815	0.0157
O	-0.0125	0.0021	0.0185
O	0.0461	-0.0414	-0.0971
O	0.0214	0.0122	-0.0477
O	0.0308	-0.007	0.0236
O	-0.0062	-0.0672	-0.057
O	0.0819	0.0538	-0.0882
O	-0.0411	0.0172	-0.0463
O	0.0416	0.0159	-0.1315
O	-0.0339	-0.0499	-0.1076
O	-0.0199	-0.0663	0.0795
O	-0.0537	0.0315	-0.0858
O	-0.1236	0.084	0.155
O	0.0097	-0.0347	0.0973
O	-0.0038	-0.0127	0.0405
O	-0.1094	0.0075	-0.0768
O	0.0385	0.0312	0.0962
O	-0.0814	-0.0063	-0.1295
O	-0.0064	0.0028	0.1829
O	0.0322	0.0147	-0.0275
O	0.0105	0.0392	-0.0711
O	-0.0527	0.0021	0.017
O	0.0054	0.0068	0.0459
O	-0.023	0.0174	-0.0609
O	0.1725	0.0283	0.186
O	-0.0159	-0.0464	0.0434
O	0.1299	-0.0805	-0.1832
O	-0.0407	0.0119	-0.0482
O	0.0166	0.0625	0.0666
O	0.0451	0.0105	0.0209
O	0.0789	-0.1185	0.1365
O	0.064	0.0408	0.0654
O	-0.0098	0.0043	-0.0084
O	0.0693	-0.035	0.1217
O	0.0567	0.0309	-0.0438
O	-0.0125	-0.0126	0.0007
O	-0.095	-0.0077	-0.1409
O	0.0219	-0.0322	-0.0179
O	-0.0219	0.0132	-0.0691
O	0.0471	0.0357	-0.0174
O	0.0124	-0.0726	-0.0099
O	0.0102	0.0532	-0.1483
O	0.0157	-0.035	0.075
O	-0.0594	0.0121	-0.1791
O	-0.0499	0.1192	0.1707
O	0.0499	-0.0483	0.0418
O	-0.0021	-0.075	-0.0712
O	-0.0673	-0.0639	0.114
O	-0.0096	0.0344	-0.069
O	-0.0038	-0.0476	-0.051
O	0.0278	0.0368	0.058
O	-0.0404	-0.0278	-0.0625

The program warned: the cutoff lies below the one the program advises for these potential files; the exchange-correlation potential is rough where the density is thin.
